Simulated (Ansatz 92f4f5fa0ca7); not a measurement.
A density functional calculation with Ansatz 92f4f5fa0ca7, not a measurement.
Periodic cell of 221 atoms, Si132O87H1N1, from a study of silicon, its oxide and their interface. The atomic structure is a simulated model.
Doubt: the cutoff is low for norm-conserving oxygen, so forces and energies are approximate.
Doubt: the program's own warning below bears on the result.

Settings: functional HSE06; potential files SPMS norm-conserving; basis plane waves; wave-function cutoff 800 eV; density cutoff ratio 4; exchange-correlation grid ratio 1; k mesh 1 x 1 x 1, Gamma-centred; occupations fixed; spin none; net charge 0.

Cell vectors (angstrom)
a	10.938	0	0
b	0	10.938	0
c	0	0	33.367

Atoms: element, x, y, z (angstrom)
Si	-0.2043	0.1967	25.8019
Si	5.9731	-0.5526	25.82
Si	2.8577	2.8009	25.8932
Si	8.3455	2.319	25.9676
Si	-0.4818	6.0095	25.7789
Si	5.3651	5.6943	25.8514
Si	3.0185	7.8402	25.8801
Si	8.2253	8.2235	26.1982
Si	1.4205	1.3593	27.1169
Si	6.8654	1.1436	27.2876
Si	4.2249	4.1071	27.2317
Si	9.5248	4.1278	27.0409
Si	1.3289	6.7954	27.1759
Si	6.8132	6.8031	27.3455
Si	4.1848	9.4725	27.1374
Si	9.6867	9.6231	27.3106
Si	2.7727	-0.0366	28.5066
Si	8.2642	-0.0608	28.6787
Si	0.0138	2.7652	28.4901
Si	5.5278	2.6672	28.5734
Si	2.7391	5.4334	28.5633
Si	8.2212	5.4034	28.583
Si	0.0722	8.1897	28.6073
Si	5.4625	8.1948	28.6403
Si	4.1018	1.3673	29.9488
Si	9.5708	1.3673	29.9488
Si	1.3673	4.1018	29.9488
Si	6.8362	4.1018	29.9488
Si	4.1018	6.8362	29.9488
Si	9.5708	6.8362	29.9488
Si	1.3673	9.5708	29.9488
Si	6.8362	9.5708	29.9488
Si	0	0	31.316
Si	5.469	0	31.316
Si	2.7345	2.7345	31.316
Si	8.2035	2.7345	31.316
Si	0	5.469	31.316
Si	5.469	5.469	31.316
Si	2.7345	8.2035	31.316
Si	8.2035	8.2035	31.316
Si	1.3673	1.3673	32.6833
Si	6.8362	1.3673	32.6833
Si	4.1018	4.1018	32.6833
Si	9.5708	4.1018	32.6833
Si	1.3673	6.8362	32.6833
Si	6.8362	6.8362	32.6833
Si	4.1018	9.5708	32.6833
Si	9.5708	9.5708	32.6833
Si	2.7345	0	0.6835
Si	8.2035	0	0.6835
Si	0	2.7345	0.6835
Si	5.469	2.7345	0.6835
Si	2.7345	5.469	0.6835
Si	8.2035	5.469	0.6835
Si	0	8.2035	0.6835
Si	5.469	8.2035	0.6835
Si	4.1018	1.3673	2.0507
Si	9.5708	1.3673	2.0507
Si	1.3673	4.1018	2.0507
Si	6.8362	4.1018	2.0507
Si	4.1018	6.8362	2.0507
Si	9.5708	6.8362	2.0507
Si	1.3673	9.5708	2.0507
Si	6.8362	9.5708	2.0507
Si	0	0	3.418
Si	5.469	0	3.418
Si	2.7345	2.7345	3.418
Si	8.2035	2.7345	3.418
Si	0	5.469	3.418
Si	5.469	5.469	3.418
Si	2.7345	8.2035	3.418
Si	8.2035	8.2035	3.418
Si	1.2435	1.5023	4.7541
Si	6.8126	1.3914	4.8133
Si	4.1069	4.0776	4.8161
Si	9.5229	4.1412	4.8544
Si	1.3643	6.8347	4.7637
Si	6.7762	6.9043	4.8219
Si	4.1226	9.5743	4.7932
Si	9.561	9.5783	4.662
Si	2.6305	0.046	5.9185
Si	8.2696	-0.0028	6.0273
Si	-0.0511	2.8592	6.3354
Si	5.4464	2.6935	6.2865
Si	2.7223	5.4975	6.1493
Si	8.0867	5.4912	6.2012
Si	-0.0738	8.2147	6.0006
Si	5.506	8.3325	6.3182
Si	3.6601	1.5243	7.3678
Si	9.7934	1.0686	7.4491
Si	1.6134	4.0204	7.6695
Si	6.5153	4.3748	7.6243
Si	4.289	6.6614	7.4634
Si	9.3286	7.1048	7.3623
Si	1.09	9.8233	7.205
Si	7.2631	9.4876	7.5691
O	1.8732	3.8918	25.1537
O	7.1521	9.2634	25.398
O	2.7279	2.8191	7.7951
O	8.3119	8.2583	8.0301
O	5.3744	5.5202	7.9568
O	0.0469	-0.0072	7.8424
O	4.162	6.7379	25.3525
O	9.5435	1.2951	25.3935
O	1.8404	9.1197	8.4542
N	1.356	4.5903	9.3402
O	9.0103	1.3293	8.8841
O	6.9791	10.4843	8.8949
O	3.6902	0.6696	8.8011
O	3.5715	7.16	8.8556
O	7.0418	3.8974	9.1318
O	10.245	6.2835	8.4606
O	3.8524	2.1192	24.7608
O	5.4273	0.0137	24.3611
O	7.2272	2.7042	24.7859
O	11.123	5.7005	24.2924
O	9.284	7.1542	25.4248
O	2.3036	8.4597	24.527
O	6.2167	5.1547	24.5198
O	0.3829	10.3606	24.4421
Si	2.4213	8.0846	9.5322
Si	11.073	6.768	14.414
Si	0.0164	-5.1288	17.23
Si	4.172	0.8712	23.76
Si	7.4408	-2.0094	20.3538
Si	8.2955	0.8224	21.2624
Si	1.7237	9.7429	23.7071
Si	10.5251	9.511	14.4218
Si	3.9433	9.7931	11.7588
Si	4.9417	16.1486	12.0394
Si	6.9512	1.8082	16.8182
Si	4.635	7.4768	20.2594
Si	13.2737	8.5643	14.1172
Si	3.7431	1.4972	10.2152
Si	7.9338	11.4783	9.8353
Si	1.7337	8.3806	20.8282
Si	2.5413	-5.3994	21.2926
Si	2.1923	4.0006	10.7961
Si	8.2771	4.4063	17.5578
Si	6.9568	3.9271	23.7266
Si	12.6324	3.6526	18.8559
Si	6.3499	3.0978	10.3925
Si	4.548	2.9744	18.4396
Si	7.9649	-0.2474	15.0322
Si	10.5583	4.6465	12.2708
Si	-1.3614	3.1418	22.5965
Si	6.257	7.9054	12.3179
Si	8.5843	9.6428	12.291
Si	5.5614	2.3301	21.4248
Si	12.0315	4.4215	23.8385
Si	9.8754	2.7156	19.7143
Si	11.2093	5.9204	9.7128
Si	-5.3321	5.8827	17.6855
Si	-0.8506	-2.5905	19.0769
Si	8.0223	10.1187	17.7491
Si	4.8185	6.7846	14.6728
O	7.6492	10.3009	13.4894
O	7.007	9.5564	18.8981
O	7.8503	8.1851	12.0242
O	-1.5849	1.1939	20.0532
O	4.5845	5.4832	13.6451
O	7.5344	9.6483	16.2454
O	-1.4084	-1.3825	18.0982
O	4.889	13.5432	9.9086
O	5.4666	9.2352	11.7965
O	1.2007	7.1957	10.1419
O	7.0974	1.1259	15.3212
O	8.4806	4.2325	23.1735
O	5.6598	6.6	11.5162
O	1.4978	6.7834	21.1056
O	-2.1293	8.0104	20.0992
O	10.1424	9.6012	12.8117
O	15.7579	4.4962	17.9581
O	6.057	8.1439	20.8641
O	2.8331	-0.0208	23.671
O	3.1723	9.5738	13.1695
O	6.0113	3.5288	22.4506
O	9.9555	3.5911	21.085
O	2.2588	4.3576	20.2132
O	-5.9144	7.0078	18.729
O	0.5426	-2.0895	19.7969
O	8.6392	10.522	10.9373
O	11.6724	6.2777	15.8491
O	12.1123	4.1763	12.0687
O	9.6361	10.692	15.1527
O	10.3644	5.5532	13.6171
O	0.4357	2.6282	19.0808
O	4.0245	11.3793	11.4151
O	1.3689	7.375	13.494
O	12.1354	9.5805	14.803
O	7.2156	5.6047	17.9297
O	3.478	-3.2245	14.95
O	12.0798	4.8577	17.913
O	10.9951	3.2219	23.4035
O	5.9737	18.6193	13.9228
O	2.2252	4.8515	22.7426
O	6.8601	1.5	20.9374
O	5.3505	-4.6174	16.1368
O	1.4598	-1.6706	22.173
O	-2.1495	3.5567	18.8451
O	9.5853	5.0131	16.8111
O	9.5926	3.3396	12.3894
O	4.52	1.3828	22.2521
O	3.3198	-2.4211	20.2907
O	2.929	2.7623	18.2331
O	3.5678	4.8321	11.2164
O	6.076	4.026	11.7356
O	10.0255	7.9812	14.7998
O	-6.0528	2.8502	20.0397
O	7.8967	11.766	17.7482
O	7.9804	-0.7908	21.3589
O	4.0776	6.1611	21.1243
O	8.9519	1.5992	22.5725
O	2.4465	2.3926	10.6361
O	18.4735	3.3155	16.5988
O	3.0724	8.9561	10.7037
O	10.212	5.5533	10.9509
O	7.1766	1.7192	10.6877
O	10.5037	-3.9142	18.2191
O	5.4515	1.9464	17.5062
H	8.8444	3.3932	13.002

Results
free energy: -54221.976 eV
free energy less fixed offsets of H -15.86, N -279.42, O -447.96, Si -113.29 eV per atom: 0.104 eV
gap between the highest filled and lowest empty level on this k mesh: 1.210 eV

The program warned: the cutoff lies below the one the program advises for these potential files; the forces do not sum to zero within the program's tolerance; the potential files have known limits; the exchange-correlation potential is rough where the density is thin.
